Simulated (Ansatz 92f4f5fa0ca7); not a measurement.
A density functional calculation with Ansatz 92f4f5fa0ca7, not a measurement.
Periodic cell of 252 atoms, Si144O100N8, from a study of silicon, its oxide and their interface. The atomic structure is a simulated model.
Doubt: the cutoff is far below the 930 eV that the study's wrapper takes by default for these files, so forces and energies are approximate.
This geometry differs little from another in the collection (a relaxation step or a small displacement).

Settings: functional PBE; potential files Ansatz PAW; basis plane waves; wave-function cutoff 580 eV; density cutoff ratio 5; exchange-correlation grid ratio 1; k mesh 1 x 1 x 1, Gamma-centred; self-consistency stop 5e-08 eV per atom in the density residual; occupations fixed; spin none; net charge 0.

Cell vectors (angstrom)
a, 10.938, 0, 0
b, 0, 10.938, 0
c, -1.9408, -5.264, 35.3383

Atoms: element, x, y, z (angstrom)
Si, -0.1598, -7.033, 27.6163
Si, 2.4282, -4.1921, 27.8464
Si, -0.745, -0.8736, 28.0178
Si, 2.0815, -9.3031, 27.8759
Si, -6.1732, -6.3224, 27.7887
Si, -3.4554, -3.6482, 27.9012
Si, 5.1846, -1.4774, 27.9485
Si, -2.9344, -9.5853, 28.0122
Si, 0.8349, -5.3773, 29.0791
Si, 3.5563, -2.6008, 29.2014
Si, 0.8691, -10.7252, 29.2971
Si, 3.6319, -7.9971, 29.0955
Si, -4.6127, -5.2542, 29.1843
Si, -1.896, -2.5183, 29.241
Si, 6.3186, 0.1835, 29.1908
Si, -1.7747, -7.9701, 29.1793
Si, -0.5209, -3.9621, 30.5059
Si, 2.2059, -1.2167, 30.5732
Si, -0.5215, -9.361, 30.6095
Si, 2.1997, -6.6898, 30.5207
Si, 4.9312, -3.9312, 30.5815
Si, 7.6469, -1.1778, 30.5947
Si, 4.9275, 1.5607, 30.5243
Si, -3.2557, -6.6578, 30.5216
Si, -1.9408, -5.264, 31.9201
Si, 0.7937, -2.5295, 31.9201
Si, -1.9408, 0.205, 31.9201
Si, 0.7937, -7.9985, 31.9201
Si, 3.5282, -5.264, 31.9201
Si, 6.2627, -2.5295, 31.9201
Si, 3.5282, 0.205, 31.9201
Si, 6.2627, -7.9985, 31.9201
Si, 1.3673, -1.3673, 3.418
Si, 4.1018, 1.3673, 3.418
Si, 1.3673, 4.1018, 3.418
Si, 4.1018, -4.1018, 3.418
Si, 6.8362, -1.3673, 3.418
Si, -1.3673, 1.3673, 3.418
Si, 6.8362, 4.1018, 3.418
Si, -1.3673, 6.8362, 3.418
Si, 2.7488, -0.034, 4.7074
Si, 5.3319, 2.86, 4.6313
Si, 2.6364, 5.5389, 4.8476
Si, 5.4889, -2.7704, 4.8194
Si, -2.7545, -0.0087, 4.8041
Si, -0.0176, 2.7878, 4.808
Si, 8.2156, 5.4683, 4.7829
Si, -0.1508, -2.6065, 4.8745
Si, 1.3573, 1.3029, 6.0097
Si, 4.0016, 4.0697, 6.133
Si, 1.219, -3.9739, 6.2238
Si, 4.0632, -1.3994, 6.1094
Si, -4.2409, 1.4714, 5.817
Si, -1.4109, 4.1375, 6.234
Si, 6.8849, -4.1445, 6.2192
Si, -1.5959, -1.3028, 6.4884
Si, 0.1171, 0.0404, 7.5778
Si, 3.0198, 2.2826, 7.3688
Si, -0.3345, -5.1234, 7.6131
Si, 2.3292, -2.2918, 7.484
Si, 5.3295, 0.2413, 7.2119
Si, -3.1314, 2.8663, 7.2861
Si, 5.6701, 5.1272, 7.3619
Si, -2.7644, -3.0225, 7.9342
Si, -0.5735, -6.6312, 33.2873
Si, 2.161, -3.8967, 33.2873
Si, -0.5735, -1.1622, 33.2873
Si, 2.161, 1.5723, 33.2873
Si, 4.8955, -6.6312, 33.2873
Si, -3.308, -3.8967, 33.2873
Si, 4.8955, -1.1622, 33.2873
Si, 7.63, 1.5723, 33.2873
Si, 0.7937, -5.264, 34.6546
Si, 3.5282, -2.5295, 34.6546
Si, 0.7937, 0.205, 34.6546
Si, 3.5282, -7.9985, 34.6546
Si, -4.6753, -5.264, 34.6546
Si, -1.9408, -2.5295, 34.6546
Si, 6.2627, 0.205, 34.6546
Si, -1.9408, -7.9985, 34.6546
Si, 1.3673, 1.3673, 0.6835
Si, 4.1018, 4.1018, 0.6835
Si, 1.3673, 6.8362, 0.6835
Si, 4.1018, -1.3673, 0.6835
Si, 6.8362, 1.3673, 0.6835
Si, -1.3673, 4.1018, 0.6835
Si, 6.8362, -4.1018, 0.6835
Si, -1.3673, -1.3673, 0.6835
Si, 0, 0, 2.0507
Si, 2.7345, 2.7345, 2.0507
Si, 0, 5.469, 2.0507
Si, 2.7345, -2.7345, 2.0507
Si, 5.469, 0, 2.0507
Si, 8.2035, 2.7345, 2.0507
Si, 5.469, 5.469, 2.0507
Si, 8.2035, -2.7345, 2.0507
Si, -0.9628, -2.2645, 21.6732
Si, 6.3083, -5.9674, 17.2672
Si, 6.2169, -8.2136, 25.8942
Si, -3.3445, -12.1086, 23.5584
Si, 12.0663, -9.5927, 14.8019
Si, 9.0079, -14.6516, 14.7598
Si, -2.5898, 3.0417, 15.8279
Si, -3.7191, 7.4588, 10.8801
Si, 4.5617, -0.623, 22.946
Si, -10.7134, 2.9309, 20.0519
Si, -1.731, -1.3647, 18.7838
Si, 1.3273, 3.0642, 12.465
Si, -9.2802, -1.2026, 23.1513
Si, 1.2949, 1.8189, 9.6968
Si, 9.3462, 1.9288, 9.5954
Si, -2.9441, 1.9884, 23.6579
Si, 4.057, 0.4358, 25.8642
Si, -2.2602, -3.5638, 25.0779
Si, 5.8326, -8.029, 19.1642
Si, -0.3293, -7.279, 24.4716
Si, -2.6054, -7.5931, 20.9324
Si, -2.9567, 0.4985, 11.9955
Si, -0.7022, -0.8922, 13.8707
Si, 1.5813, 6.816, 16.5435
Si, -6.2504, -3.9912, 15.7311
Si, 0.2228, -6.8651, 16.0196
Si, -0.9167, 7.0628, 10.2802
Si, -2.4545, -4.0808, 17.9144
Si, 9.3442, -5.1533, 22.6876
Si, -9.4831, 1.9443, 22.7643
Si, 0.6477, -2.5976, 25.738
Si, -3.389, -10.1992, 17.6712
Si, -4.704, -2.8833, 13.6881
Si, 3.979, 0.6969, 9.8334
Si, 1.0895, 8.4927, 11.8595
Si, 5.7683, -1.2752, 16.018
Si, -0.0682, -6.6118, 10.1085
Si, 3.9157, 1.0595, 15.8875
Si, 5.0394, 5.832, 10.287
Si, 4.3528, 3.1389, 11.75
Si, 2.2346, 1.0673, 18.3731
Si, 0.098, 5.8505, 12.7708
Si, -4.5407, -1.0795, 9.6639
Si, 0.1356, -5.5421, 18.6753
Si, -10.3734, -1.0551, 16.6
Si, 3.8166, 1.4066, 20.9342
Si, -4.7554, 2.176, 13.8641
Si, 3.6487, -2.3303, 10.2984
O, 1.6169, -0.2028, 17.537
N, -0.144, 1.0749, 9.0389
N, 4.1662, 1.1689, 8.1473
O, -1.8713, -10.7317, 27.4585
O, -0.4508, -6.6863, 26.011
O, -4.7357, -1.4228, 14.4344
O, -1.2893, 6.1741, 18.8495
O, 0.5819, 5.0616, 8.7774
O, 8.2128, 1.7499, 8.4442
O, 2.9407, 2.9474, 12.5251
O, 5.469, 3.2846, 12.9156
O, -9.672, -4.4833, 18.1221
O, 3.6001, -5.2433, 27.3042
O, 0.9331, -8.2383, 27.4047
O, 8.1699, -4.1958, 26.4977
O, -2.2803, -1.5827, 22.3809
O, 5.5723, -6.8047, 26.4131
O, 8.5897, -6.1698, 21.6767
O, 13.6437, 0.9411, 14.8137
O, 0.4434, 2.318, 21.5442
N, -0.4168, 5.6283, 11.1333
O, 0.8363, 4.4518, 13.1757
O, -2.7541, -2.5845, 18.4658
O, 6.3026, -2.5823, 27.4681
O, -1.9243, -11.0676, 13.098
O, -2.532, 0.0555, 18.8857
O, -2.6148, -4.584, 23.8474
O, 4.3184, 4.5255, 10.9066
O, 1.248, -1.1239, 7.9403
N, -1.4263, 6.8854, 8.601
O, -2.4331, 1.6572, 16.6991
O, 7.3718, 10.4874, 10.8137
O, 2.9506, -2.8064, 8.9031
O, -3.3976, 2.8086, 14.4531
O, -7.7794, 6.8039, 16.206
O, 0.5098, -1.8768, 22.2353
O, 6.6157, 5.9373, 10.7659
N, 4.6797, -0.9229, 10.0713
O, -1.9138, -4.1113, 16.3518
O, -9.8924, 2.0763, 18.9078
O, -1.0513, -3.8918, 21.8058
O, 0.6961, 1.8014, 13.2902
O, -4.1878, 3.9862, 7.9044
O, -0.0961, -6.7499, 17.6029
O, 1.0965, 8.3585, 16.2157
O, -0.9295, -1.7058, 20.147
O, 7.0373, -4.7932, 18.1182
O, 5.441, -5.3952, 16.0274
O, 0.0504, -1.4597, 26.7195
O, -3.4682, -3.7856, 14.2476
O, 5.0972, -9.3279, 26.2432
O, -3.9749, -0.4954, 16.7784
N, 0.1807, 10.8568, 15.1711
O, -1.4076, 2.8688, 19.9184
O, -2.9474, -8.7413, 22.0446
O, -7.9687, 0.602, 19.7706
O, 0.384, -1.2719, 12.7166
O, -1.2084, -7.2102, 15.3185
O, 2.5726, -1.9423, 11.4553
O, 5.2917, 4.074, 18.163
O, 0.246, -2.7378, 10.4729
O, -6.0916, -3.6624, 14.122
O, 2.6169, 0.887, 26.4917
O, 14.2866, -9.2255, 17.3096
O, -4.2541, 0.9949, 12.854
O, 1.5622, -1.8544, 24.6322
O, -2.097, 1.5872, 11.1143
O, -7.74, -1.4994, 22.6167
O, 4.8248, 0.3569, 21.6667
O, -6.8255, 0.2538, 24.2581
O, -1.3343, -2.2098, 14.5943
O, -6.2979, -8.3627, 20.193
O, 1.1432, 7.1191, 12.7622
O, 7.5416, -6.8724, 16.7636
O, -1.4053, 3.5644, 9.5572
O, 0.6235, -6.3902, 19.9954
O, 1.6437, -3.6182, 26.5177
O, 5.9973, -1.3919, 23.1713
O, 1.0779, 2.887, 24.0602
O, -4.2396, -8.171, 24.3333
O, 1.0891, 2.7059, 15.7486
O, -3.0937, -10.5473, 23.9682
O, 4.385, -0.4593, 16.2229
O, -0.7451, -1.2682, 17.511
O, -0.4196, -6.0019, 23.4488
O, -3.4027, -8.6652, 26.7294
O, 4.5133, 9.9713, 26.5371
O, 7.9299, -2.1249, 24.8447
O, -5.7486, 1.7849, 15.1267
O, 4.353, -3.7181, 10.796
O, -5.483, -13.7266, 16.5622
N, 0.8128, 3.0296, 10.8399
N, 7.0771, -2.6495, 9.3416
O, -2.1498, -3.4021, 11.2511
O, -1.0935, 6.1802, 13.8316
O, 7.0507, -7.3723, 19.9889
O, -0.6258, -3.3819, 25.0767
O, 4.9249, 5.7717, 8.6733
O, -1.5531, -8.3494, 24.2608
O, -4.6156, 1.591, 18.3232
O, -4.4273, -0.3227, 8.2296
O, 0.921, -5.3899, 15.6769
O, 1.3068, 0.3897, 23.2159
O, 6.4304, 8.2528, 12.0885
O, 2.9427, 2.1456, 22.1114
O, 4.6727, 1.8471, 10.7871
O, 13.3057, 0.6933, 10.2246
O, 2.1099, 2.7851, 8.6473

Results
free energy: -151502.963 eV
free energy less fixed offsets of N -385.13, O -568.88, Si -635.61 eV per atom: -6.083 eV

Forces (eV/angstrom), in the order of the atoms: element, x, y, z
Si, -0.0238, 0.0417, 0.0389
Si, 0, 0.0184, -0.0011
Si, 0.0045, -0.0136, 0.0589
Si, 0.0456, -0.0483, 0.0409
Si, 0.0031, -0.0409, 0.0242
Si, 0.0028, 0.0092, 0.05
Si, -0.0132, 0.0212, 0.0172
Si, -0.0103, 0.0029, 0.0197
Si, -0.0249, 0.0095, 0.0057
Si, -0.0164, 0.013, 0.0173
Si, 0.013, -0.0157, 0.0062
Si, -0.0028, 0.008, -0.009
Si, 0.0137, -0.0039, 0.0068
Si, 0.0013, 0.0002, -0.0127
Si, -0.0018, 0.012, 0.0099
Si, -0.0195, 0.0064, 0.0312
Si, -0.0003, -0.005, 0.0023
Si, -0.0091, 0.002, -0.013
Si, 0.0014, 0.0073, 0.0108
Si, 0.014, 0.0066, 0.016
Si, -0.0021, 0.0066, 0.0113
Si, 0.0042, -0.0018, 0.0182
Si, 0.001, -0.0047, 0.0048
Si, 0.0043, 0.0001, -0.0042
Si, 0.1321, -0.0252, -0.1862
Si, 0.0409, -0.3858, -0.0969
Si, 0.0662, 0.1022, 0.2194
Si, 0.3926, 0.1167, 0.385
Si, -0.0513, -0.2329, -0.0406
Si, -0.0221, -0.0524, 0.2923
Si, 0.1698, 0.0213, -0.1073
Si, 0.1996, -0.0702, -0.216
Si, -0.5451, -0.1856, -0.0712
Si, -0.3928, -0.0799, -0.8807
Si, -0.1193, 0.3017, 0.1404
Si, -0.0601, -0.176, 0.3948
Si, 0.0017, -0.2105, 0.1461
Si, 0.0992, -0.0181, 0.3467
Si, 0.0632, 0.5574, -0.5372
Si, -0.041, 0.3559, 0.1918
Si, 0.012, -0.049, -0.0397
Si, 0.0093, -0.0021, -0.0015
Si, -0.003, 0.0036, -0.0134
Si, 0.0282, -0.017, 0.0046
Si, -0.0099, 0.0038, 0.0028
Si, 0, -0.0094, -0.0251
Si, 0.0243, -0.0364, -0.0313
Si, 0.0151, -0.0192, -0.0023
Si, 0.0428, 0.0539, 0.048
Si, -0.0073, -0.0519, 0.0257
Si, -0.0391, 0.0029, 0.0666
Si, -0.015, 0.0946, 0.124
Si, -0.0375, 0.0412, 0.0491
Si, -0.0197, 0.0711, 0.0971
Si, -0.053, -0.0007, 0.0044
Si, 0.119, 0.0752, 0.0249
Si, -0.1074, -0.0933, -0.1002
Si, 0.042, 0.0176, -0.1089
Si, -0.0555, -0.0191, -0.1623
Si, 0.0517, -0.0072, -0.1756
Si, -0.0683, -0.0474, -0.1304
Si, 0.0558, -0.0053, -0.1317
Si, 0.0115, 0.0002, -0.0272
Si, 0.0318, -0.025, 0.0088
Si, 0.0534, 0.0484, -0.0101
Si, -0.0234, -0.0078, -0.0008
Si, -0.0655, 0.0414, -0.0252
Si, -0.0491, 0.0919, 0.0055
Si, -0.0857, 0.0685, -0.0211
Si, -0.0361, 0.0938, -0.0253
Si, 0.0546, 0.0282, -0.0037
Si, 0.0212, 0, 0.0186
Si, -0.0048, 0.0111, -0.0041
Si, -0.0146, -0.0001, -0.0195
Si, 0.0615, -0.0433, -0.031
Si, 0.0825, -0.1119, -0.0191
Si, 0.0388, -0.0266, -0.0315
Si, 0.0333, -0.0674, -0.0239
Si, -0.0383, -0.0316, 0.0002
Si, 0.034, 0.0069, -0.0118
Si, -0.0588, 0.1064, -0.0011
Si, -0.0234, 0.0062, 0.0379
Si, 0.0175, -0.0521, -0.0191
Si, -0.0144, 0.0526, 0.0215
Si, 0.0087, -0.0035, -0.0077
Si, -0.02, 0.0522, 0.032
Si, -0.0772, 0.101, 0.0032
Si, -0.0387, 0.0237, 0.0445
Si, 0.1235, 0.0293, -0.0143
Si, 0.0043, -0.1646, -0.0477
Si, 0.1262, 0.0492, 0.0357
Si, -0.1263, -0.125, 0.0434
Si, 0.0038, 0.0448, 0.0213
Si, -0.0828, -0.0747, 0.0416
Si, 0.1167, -0.0298, -0.0731
Si, -0.038, -0.1239, -0.0147
Si, -0.0006, -0.0003, 0.0009
Si, 0.0028, 0, 0.0037
Si, -0.0122, -0.0026, 0.0018
Si, -0.0021, 0.002, -0.0018
Si, -0.0019, -0.0032, -0.0004
Si, -0.0029, -0.0026, -0.0026
Si, 0.0051, -0.0011, 0.0007
Si, -0.0014, 0.0314, -0.0227
Si, 0.004, 0.0143, 0.0123
Si, 0.0024, 0.0049, 0.0076
Si, -0.0049, 0.0005, 0.0054
Si, -0.0078, 0.0034, -0.008
Si, 0.0039, -0.0038, 0.0127
Si, -0.0158, 0.0054, -0.0036
Si, 0.0318, 0.0049, 0.0097
Si, -0.0059, 0.01, -0.0024
Si, 0.0008, 0.0124, 0.01
Si, 0.0155, -0.0082, 0.0112
Si, -0.0007, -0.0007, 0.0037
Si, -0.0097, 0.0085, 0.0002
Si, -0.0045, -0.0021, 0.0078
Si, 0.0019, -0.012, -0.0144
Si, 0.0028, 0.0003, 0.0059
Si, 0.0057, 0.0014, -0.002
Si, 0.0035, 0.0012, 0.0059
Si, -0.002, 0.002, 0.0022
Si, -0.0114, -0.0016, -0.0081
Si, 0.0007, -0.003, 0.0055
Si, 0.0006, -0.0012, 0.0013
Si, 0.0019, -0.0002, -0.0004
Si, -0.0039, -0.0188, -0.0082
Si, 0.0027, -0.0026, 0.0041
Si, 0.0054, -0.0027, -0.0065
Si, -0.0143, -0.0141, -0.0063
Si, 0.007, 0.0024, 0.0018
Si, -0.0007, -0.0001, 0.0021
Si, 0.0094, -0.01, -0.0447
Si, 0.0036, -0.0008, 0.0041
Si, -0.0075, 0.01, 0.0043
Si, 0.0029, 0.0073, 0.0053
Si, -0.0026, -0.0007, 0.0028
Si, 0.002, 0.0035, 0.0005
Si, 0.0094, 0.0046, -0.0158
Si, -0.0017, 0.0001, 0.0058
Si, 0, -0.001, -0.0037
Si, -0.0001, -0.0002, 0.0103
Si, 0.0024, -0.0022, -0.0011
Si, 0.0055, -0.0022, -0.0297
O, 0.0024, 0.0027, -0.0005
N, -0.0288, 0.0566, 0.0777
N, -0.0073, -0.0184, 0.0198
O, -0.0037, -0.0001, -0.0461
O, -0.0021, -0.0053, -0.0601
O, -0.0003, -0.0079, -0.0023
O, 0.0014, -0.0016, -0.0028
O, 0.0312, -0.0238, 0.0631
O, -0.0242, -0.0198, 0.0316
O, 0.0044, 0.0004, -0.0023
O, 0.0006, -0.0011, 0.0015
O, 0.0011, -0.0024, -0.0048
O, -0.0133, -0.0097, -0.0278
O, 0.0218, 0.0191, -0.0197
O, 0.0177, -0.0009, -0.0496
O, 0.0053, -0.0014, 0.0007
O, 0.0084, 0.0048, -0.0109
O, -0.0008, -0.0048, -0.0053
O, 0.0022, 0.0006, -0.0008
O, 0.0007, -0.0007, -0.0011
N, 0.0006, 0.0096, 0.0287
O, 0.0025, -0.0029, -0.0001
O, 0.0043, 0.006, -0.0028
O, 0.016, -0.0111, -0.0269
O, 0.0082, -0.0035, 0.0083
O, 0.0043, -0.0029, -0.0027
O, -0.0018, -0.0046, -0.0061
O, -0.0018, -0.0116, 0.0044
O, -0.0016, 0.0117, 0.043
N, 0.0059, -0.0011, 0.0132
O, -0.0008, 0.0036, -0.002
O, -0.0028, -0.0012, 0.0028
O, 0.0304, -0.0004, 0.0764
O, 0.0002, 0.0012, 0.0033
O, -0.0029, -0.0007, 0.0002
O, -0.0037, 0.001, -0.0008
O, 0.0033, -0.0067, -0.0017
N, -0.0077, -0.0228, 0.034
O, 0.0014, 0.0001, 0.0019
O, -0.0002, 0.0013, -0.0022
O, 0.0008, 0.0034, 0.0032
O, -0.0023, -0.007, 0.002
O, -0.0183, 0.0165, 0.0558
O, 0.0008, 0.0029, 0.0028
O, -0.0014, -0.0016, -0.0002
O, -0.0005, 0.0002, -0.0018
O, 0.001, -0.0019, -0.0045
O, -0.0008, 0.0034, -0.0009
O, 0.01, -0.0013, -0.0268
O, -0.0032, 0.0059, 0.0035
O, -0.0035, -0.0016, 0.0056
O, 0.0001, 0.0025, 0.0013
N, -0.003, -0.0006, -0.0032
O, -0.0003, 0.002, -0.0016
O, 0.0008, 0.0042, -0.0029
O, 0.0035, 0.0031, 0.0045
O, -0.002, 0.0037, 0.0037
O, -0.0024, -0.0011, 0.0027
O, 0.0006, 0.0031, 0.0105
O, -0.0019, -0.004, 0.0018
O, 0.006, -0.0004, 0.0129
O, 0.0015, 0.0034, -0.0005
O, 0.0057, -0.0125, -0.024
O, -0.0029, -0.0027, 0.0025
O, -0.0026, 0.0043, 0.0036
O, 0.0068, 0.0064, -0.0048
O, 0, -0.0042, 0.0047
O, -0.0025, -0.0057, -0.0031
O, -0.0024, 0.0036, -0.008
O, 0.0057, -0.0114, -0.0206
O, 0.0021, 0.001, -0.0006
O, 0, -0.0008, -0.003
O, -0.0036, -0.0002, -0.0054
O, 0.0012, -0.0021, -0.0026
O, 0.0023, -0.0068, 0.006
O, 0.0002, -0.0063, 0.0011
O, -0.0134, 0.0094, -0.0039
O, -0.0024, -0.0008, 0.0047
O, 0.001, -0.001, 0.0089
O, 0.0176, -0.0022, -0.0152
O, 0.0011, -0.0027, -0.0004
O, 0.0022, -0.004, 0.0044
O, 0.0047, -0.0031, -0.0015
O, 0.0002, -0.0002, -0.0006
O, -0.0013, 0.0035, 0.001
O, 0.0049, 0.0056, -0.0063
O, -0.007, -0.0024, -0.0114
O, -0.002, 0.003, 0.0035
O, 0.0012, -0.0005, -0.0002
O, -0.0014, 0.0001, -0.0085
O, -0.0009, -0.0027, -0.0033
N, -0.0025, -0.0018, 0.0295
N, -0.05, 0.0114, 0.0677
O, -0.0007, 0.0025, 0.0082
O, 0.0019, -0.0009, -0.0002
O, 0.0074, -0.0019, 0.0009
O, -0.0111, 0.0015, 0.0077
O, -0.0005, 0.0048, 0.0017
O, 0, -0.0015, 0.0048
O, -0.0002, 0.0053, 0.0015
O, 0.0201, -0.0149, 0.0352
O, 0.0026, 0.0025, 0.0022
O, 0.0006, 0.0022, -0.0017
O, -0.0068, -0.0023, 0.0155
O, -0.0004, -0.0024, -0.0025
O, 0.0022, 0.0013, 0.0049
O, 0.0144, -0.0054, 0.0057
O, 0.0064, -0.0082, 0.0025

The program warned: the cutoff lies below the one the program advises for these potential files; the exchange-correlation potential is rough where the density is thin.
